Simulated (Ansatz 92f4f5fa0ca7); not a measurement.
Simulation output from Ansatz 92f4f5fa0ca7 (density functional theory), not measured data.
Periodic cell of 215 atoms, Si133O82, from a study of silicon, its oxide and their interface. The atomic structure is a simulated model.
Doubt: the cutoff is far below the 930 eV that the study's wrapper takes by default for these files, so forces and energies are approximate.
This geometry differs little from another in the collection (a relaxation step or a small displacement).

Settings
functional: PBE
potential files: Ansatz PAW
basis: plane waves
wave-function cutoff: 580 eV
density cutoff ratio: 5
exchange-correlation grid ratio: 1
k mesh: 1 x 1 x 1, Gamma-centred
self-consistency stop: 5e-08 eV per atom in the density residual
occupations: fixed
spin: none
net charge: 0

Cell vectors (angstrom)
a 10.938 0 0
b 0 10.938 0
c 0 0 31.524

Atoms: element, x, y, z (angstrom)
Si 0.5063 -0.409 24.1112
Si 5.0111 0.6592 24.1039
Si 3.2795 2.3486 24.0744
Si 7.8558 3.3586 24.1109
Si -0.657 5.9736 23.9893
Si 6.1584 5.0019 24.2917
Si 2.2043 8.8462 24.1453
Si 8.6885 7.7804 24.2268
Si 1.4543 1.4066 25.3005
Si 6.8648 1.4995 25.3032
Si 4.207 4.1036 25.3636
Si 9.5809 4.2197 25.4326
Si 1.2879 6.8825 25.1712
Si 6.9424 6.8404 25.5065
Si 4.0899 9.7047 25.3188
Si 9.6651 9.5773 25.3962
Si 2.7335 0.0367 26.7698
Si 8.2053 0.03 26.6676
Si 0.0275 2.7485 26.6757
Si 5.4952 2.7431 26.7918
Si 2.7168 5.5056 26.6145
Si 8.2266 5.464 26.8601
Si 0.0277 8.1735 26.7622
Si 5.4465 8.2455 26.6808
Si 4.1018 1.3673 28.1057
Si 9.5708 1.3673 28.1057
Si 1.3673 4.1018 28.1057
Si 6.8362 4.1018 28.1057
Si 4.1018 6.8362 28.1057
Si 9.5708 6.8362 28.1057
Si 1.3673 9.5708 28.1057
Si 6.8362 9.5708 28.1057
Si 0 0 29.473
Si 5.469 0 29.473
Si 2.7345 2.7345 29.473
Si 8.2035 2.7345 29.473
Si 0 5.469 29.473
Si 5.469 5.469 29.473
Si 2.7345 8.2035 29.473
Si 8.2035 8.2035 29.473
Si 1.3673 1.3673 30.8402
Si 6.8362 1.3673 30.8402
Si 4.1018 4.1018 30.8402
Si 9.5708 4.1018 30.8402
Si 1.3673 6.8362 30.8402
Si 6.8362 6.8362 30.8402
Si 4.1018 9.5708 30.8402
Si 9.5708 9.5708 30.8402
Si 2.7345 0 0.6835
Si 8.2035 0 0.6835
Si 0 2.7345 0.6835
Si 5.469 2.7345 0.6835
Si 2.7345 5.469 0.6835
Si 8.2035 5.469 0.6835
Si 0 8.2035 0.6835
Si 5.469 8.2035 0.6835
Si 4.1018 1.3673 2.0507
Si 9.5708 1.3673 2.0507
Si 1.3673 4.1018 2.0507
Si 6.8362 4.1018 2.0507
Si 4.1018 6.8362 2.0507
Si 9.5708 6.8362 2.0507
Si 1.3673 9.5708 2.0507
Si 6.8362 9.5708 2.0507
Si 0 0 3.418
Si 5.469 0 3.418
Si 2.7345 2.7345 3.418
Si 8.2035 2.7345 3.418
Si 0 5.469 3.418
Si 5.469 5.469 3.418
Si 2.7345 8.2035 3.418
Si 8.2035 8.2035 3.418
Si 1.3852 1.34 4.7425
Si 6.8502 1.3589 4.8565
Si 4.0719 4.1026 4.6946
Si 9.5713 4.0784 4.9062
Si 1.3558 6.7845 4.8504
Si 6.8297 6.8105 4.7527
Si 4.1154 9.529 4.8619
Si 9.5089 9.6257 4.6869
Si 2.6829 -0.0438 6.1746
Si 8.2059 -0.0845 6.2253
Si 0.0549 2.588 6.2161
Si 5.3931 2.7823 6.0802
Si 2.6793 5.2581 6.1897
Si 8.0979 5.4804 6.2319
Si -0.0937 8.2774 6.0114
Si 5.4479 8.0652 6.2203
Si 3.6795 1.7683 7.3296
Si 10.0954 0.7398 7.4421
Si 1.901 3.3562 7.5279
Si 6.1864 4.5626 7.4324
Si 4.342 6.2843 7.4556
Si 9.0723 7.3955 7.2934
Si 0.9175 9.8672 7.4276
Si 7.2503 9.0278 7.4428
O 6.6505 3.7826 8.8528
O 6.6663 9.5353 8.9547
O 9.9706 7.0596 8.6837
O 1.4519 8.9028 8.72
O 4.4677 1.3404 8.758
O 1.5689 3.4568 9.2024
O 9.5113 1.4642 8.8317
O 3.2493 6.6789 8.7194
O 7.9736 8.3928 22.8498
O 8.4425 3.292 22.5079
O 6.129 5.5971 22.7387
O 2.815 2.9397 22.5405
O 11.024 11.0477 22.5633
O -0.7046 5.3119 22.411
O 2.6056 8.5913 22.5563
O 5.7052 0.4064 22.608
Si 9.4275 1.7142 10.4311
Si 4.0771 11.9383 10.2966
Si 7.5589 4.114 10.1571
Si 6.7084 6.8256 11.3076
Si -3.0334 7.4934 17.0368
Si 5.1762 6.0786 21.5331
Si 7.6044 6.3341 14.1162
Si 10.5418 2.1699 19.4974
Si 2.724 -2.8383 9.3719
Si 8.9617 -0.7064 12.3811
Si 12.4635 2.5345 10.5687
Si 3.2693 6.4541 14.9747
Si -1.5789 4.2389 21.5078
Si 9.0433 0.7083 14.89
Si 6.6333 2.5189 16.9024
Si -4.4088 -0.1971 13.9386
Si 7.4887 6.1111 19.7273
Si 10.7331 -0.3724 21.0358
Si 9.3686 6.4089 10.028
Si 16.3601 4.2658 14.6673
Si 2.4728 9.1202 16.3196
Si -1.3209 3.0273 16.5844
Si 3.6065 8.5901 21.2901
Si 2.3298 2.9916 18.7092
Si -0.7268 7.3355 12.6311
Si 5.7106 -0.1727 21.0949
Si 3.3996 3.8171 21.3028
Si 8.1729 8.7977 21.2924
Si 12.0516 4.9597 16.5517
Si 5.1341 2.3191 19.4028
Si 7.2826 10.321 16.6087
Si 12.675 9.1207 19.2117
Si 5.3622 9.2599 9.897
Si 3.3724 10.7789 13.8417
Si 2.2882 -2.8888 12.5801
Si 11.0616 -3.1855 17.2455
Si 3.5513 2.6187 12.6128
O 9.9642 1.9334 15.4105
O 24.7633 12.3064 13.4847
O 9.1433 0.251 11.096
O 5.931 5.7943 20.1094
O 6.6803 0.8576 17.0702
O 4.8134 3.1742 20.7579
O 5.7718 0.9253 19.8997
O -2.0019 4.8763 9.7084
O 7.501 1.1076 14.3513
O 9.5092 7.6519 16.8771
O 6.6438 5.1709 11.0805
O 3.3357 7.7582 15.9853
O 2.3891 3.9431 20.0336
O 6.9179 4.8231 14.2027
O 5.5627 3.0697 15.7862
O 9.7725 -0.0376 13.6461
O 6.196 3.0415 18.396
O 4.6116 5.57 15.2374
O 9.6928 -1.6143 21.0555
O 8.439 4.9445 20.3436
O 3.2485 -3.9187 13.4307
O 6.7833 7.092 12.9177
O 2.0229 3.8889 17.3879
O 10.0015 0.7897 20.1536
O -0.5332 6.4296 11.2819
O 4.4481 3.645 13.4962
O 4.0082 9.0613 9.0145
O 7.0526 -1.0493 20.8804
O 10.9009 2.2343 10.9598
O 9.2194 -4.4197 13.6945
O 0.8943 8.6721 16.1167
O 4.9084 10.5937 10.751
O 3.7284 2.1618 18.5568
O 11.7398 6.2832 17.4368
O 4.2679 -0.9156 20.8965
O -2.0976 10.6212 16.1618
O 1.1455 1.9265 19.0115
O 11.2847 8.4352 18.706
O 4.9788 -0.0001 13.5692
O 10.592 4.2845 16.2294
O 4.8931 7.6649 21.6305
O -2.7718 2.7223 10.8126
O -2.9062 7.2526 10.4568
O 0.7806 -3.2536 13.1464
O 2.6949 -1.322 12.9052
O 2.9711 10.3672 15.3819
O 9.5632 8.7573 12.16
O 4.5606 13.0364 11.4203
O 6.4601 9.8189 15.2857
O 7.2854 8.9606 17.5396
O 7.5676 -4.6372 18.1018
O 7.3546 -0.882 12.7042
O 9.7555 2.5112 18.1203
O 8.0016 7.5081 20.3463
O 12.1672 10.2236 20.3056
O 8.0137 3.2837 16.4796
O 2.5845 9.6256 17.8853
O 10.4012 3.3316 20.6278
O 2.2608 3.3128 11.8379
O 5.5612 7.8711 10.7807
O 2.4291 -14.0206 10.972
O 1.9648 5.474 15.2515
O 7.3686 7.0487 15.5624
O 2.4004 1.1244 10.3507
O 3.7284 5.3525 21.717
O 2.7331 8.0858 20.001

Results
free energy: -131182.036 eV
free energy less fixed offsets of O -568.88, Si -635.61 eV per atom: 2.254 eV

Forces (eV/angstrom), in the order of the atoms: element, x, y, z
Si -0.4447 0.4805 -0.1146
Si 0.5067 -0.4315 -0.1376
Si -0.4416 0.5493 -0.3306
Si 0.4364 -0.4628 -0.2495
Si 0.2643 -0.4654 -0.2926
Si -0.3818 0.4371 -0.051
Si 0.4607 -0.4271 -0.131
Si -0.487 0.4089 -0.1031
Si 0.022 -0.1017 0.0703
Si -0.001 0.0153 0.0602
Si 0.021 0.0592 -0.1378
Si -0.0231 -0.0035 0.0202
Si 0.0488 0.0532 0.0463
Si -0.0316 0.035 0.0415
Si -0.053 0.0336 -0.0324
Si 0.0835 0.0127 -0.0756
Si -0.0595 0.0218 0.047
Si -0.0793 -0.0795 -0.0064
Si 0.0029 -0.033 0.0341
Si 0.0436 0.0105 -0.0337
Si -0.0412 -0.0635 0.0571
Si -0.0357 0.0372 0.1464
Si -0.0396 -0.0531 -0.0289
Si 0.0174 0.0004 0.1124
Si 0.1158 0.0688 0.3759
Si 0.0787 0.1316 -0.5322
Si 0.1899 0.2188 -0.5756
Si -0.0172 -0.0573 0.7468
Si -0.2167 0.1646 -0.6599
Si 0.3444 0.1645 0.6997
Si 0.177 -0.0732 0.134
Si -0.0186 0.2258 -0.4825
Si -0.0039 -0.0708 -0.0349
Si -0.0159 0.0515 0.0221
Si 0.1437 0.0338 -0.0147
Si -0.0518 0.0719 0.0393
Si -0.0198 0.132 0.0355
Si 0.074 -0.085 -0.012
Si 0.0161 0.0755 0.0189
Si 0.1195 -0.0149 -0.0172
Si -0.026 0.0309 0.0008
Si 0.0393 -0.0487 -0.0295
Si -0.0807 0.0399 0.0201
Si 0.0574 -0.0545 -0.0383
Si 0.0246 -0.076 -0.0253
Si -0.068 0.0662 0.0028
Si 0.0258 -0.0649 -0.0286
Si -0.0767 0.0393 0.015
Si 0.0943 -0.0605 -0.0064
Si -0.028 0.0459 0.0407
Si -0.0927 0.0745 0.0006
Si 0.0814 -0.0494 -0.015
Si -0.0037 0.0629 0.0423
Si 0.0431 -0.0407 -0.0118
Si 0.0607 -0.0403 -0.0125
Si -0.0593 0.0766 0.0146
Si -0.1119 0.0607 -0.007
Si 0.1421 0.0141 -0.0469
Si -0.0252 -0.1499 -0.0226
Si -0.0938 0.0224 0.0294
Si 0.0651 -0.015 -0.0364
Si -0.0926 0.0177 0.0266
Si -0.1223 -0.0057 0.0344
Si -0.0029 -0.1221 -0.0319
Si -0.0592 0.2351 -0.5907
Si 0.0207 -0.1357 0.6199
Si -0.1065 -0.2402 -0.63
Si 0.1543 -0.0466 0.6224
Si -0.203 -0.2469 0.566
Si -0.0902 0.0967 -0.5011
Si 0.0286 -0.2915 0.5689
Si -0.3105 -0.1056 -0.4563
Si 0.1033 -0.0518 -0.0375
Si 0.0287 0.0537 -0.0388
Si -0.0353 -0.0531 -0.0687
Si -0.0215 -0.0386 -0.0527
Si 0.0815 0.1279 -0.0399
Si -0.0106 0.0604 0.0152
Si 0.0081 -0.0024 -0.0569
Si 0.0862 0.0066 -0.0554
Si -0.0183 0.1452 0.1377
Si 0.0922 -0.1188 0.0041
Si 0.0328 -0.0904 0.0365
Si -0.0983 0.0715 -0.0208
Si -0.0162 -0.0065 -0.0702
Si -0.0589 0.1156 0.1625
Si -0.0694 -0.0414 -0.0322
Si 0.0012 -0.0731 0.0313
Si 0.5423 -0.4223 0.0001
Si -0.4129 0.4652 0.1189
Si -0.4415 0.2989 0.4589
Si 0.4253 -0.3847 0.1908
Si -0.4865 0.2446 -0.1117
Si 0.4404 -0.323 -0.1279
Si 0.2857 -0.5354 0.0189
Si -0.4405 0.3516 0.1648
O -0.1439 0.136 -0.1687
O 0.1392 -0.1267 -0.1358
O -0.1425 0.1638 -0.0697
O -0.0391 0.059 -0.023
O -0.099 0.1705 -0.1975
O 0.1649 -0.0376 -0.456
O 0.0451 -0.0821 -0.1601
O 0.117 -0.0378 -0.0304
O 0.0902 -0.2068 0.1444
O -0.2177 0.0876 0.2887
O 0.1475 -0.1442 -0.0562
O 0.115 -0.3235 0.4443
O 0.2112 -0.1369 0.3839
O -0.0525 0.3031 0.3514
O -0.182 0.1121 0.1449
O -0.1174 0.2329 0.1844
Si 0.2111 -0.1714 0.1882
Si -0.1073 0.3616 0.2462
Si -0.0095 0.0372 0.1164
Si 0.0879 -0.0725 0.2546
Si 0.0282 0.0497 0.046
Si 0.0137 -0.1421 -0.2111
Si 0.0495 0.1189 0.1022
Si 0.1664 -0.0603 -0.1363
Si 0.1504 0.0856 0.1327
Si 0.0066 -0.0051 0.1573
Si 0.0767 0.1675 0.224
Si -0.0034 0.0735 0.0697
Si -0.0271 -0.0177 -0.2033
Si 0.1528 -0.0561 0.0353
Si -0.096 0.0319 0.1099
Si -0.0824 -0.1431 -0.053
Si 0.0256 0.0453 -0.0529
Si -0.0002 -0.0269 -0.3699
Si 0.031 -0.0581 0.3488
Si -0.114 -0.0669 0.0173
Si -0.0157 0.0941 0.0783
Si 0.0372 -0.1061 0.0768
Si -0.0701 -0.0306 -0.2359
Si 0.0109 -0.1322 -0.02
Si -0.042 0.1409 0.1607
Si -0.1875 -0.01 -0.2752
Si 0.0839 0.0125 -0.3588
Si 0.1092 -0.0771 -0.1295
Si 0.0949 -0.0174 0.1585
Si -0.1316 0.1107 -0.1191
Si 0.068 -0.0083 -0.0205
Si -0.0315 -0.107 -0.0836
Si 0.0139 0.0398 0.1065
Si -0.0747 0.0516 0.181
Si -0.1026 0.0783 0.3865
Si 0.0186 0.0648 0.1151
Si -0.1139 0.0031 -0.0312
O -0.045 0.0186 -0.0181
O -0.0071 -0.0233 -0.0115
O -0.0212 0.0486 -0.1244
O -0.0947 0.0691 0.1486
O -0.0036 -0.0209 0.0622
O 0.0021 -0.0062 0.1341
O 0.0575 -0.1323 0.1895
O 0.0191 0.0307 -0.1492
O -0.0214 -0.0043 -0.0391
O -0.0122 -0.0126 -0.0351
O 0.0119 -0.0926 -0.0889
O 0.0239 -0.0623 0.007
O 0.0398 0.0358 0.1954
O 0.0521 -0.0196 -0.0366
O 0.0441 0.0111 -0.0299
O -0.013 0.0333 0.0161
O 0.0087 -0.0313 0.0051
O 0.019 0.0492 0.0397
O 0.0132 -0.0647 0.1212
O 0.075 -0.0686 0.1526
O -0.0141 0.0213 -0.1121
O -0.0407 -0.014 -0.2036
O -0.0312 0.0639 -0.0504
O -0.0588 0.0113 0.1057
O -0.0054 -0.0907 -0.1538
O 0.0828 0.0297 -0.0085
O -0.134 -0.0364 -0.1792
O -0.03 0.0224 0.0269
O -0.1233 0.0457 -0.1063
O -0.0163 -0.0526 -0.0807
O 0.014 0.005 -0.0606
O 0.1028 -0.1808 -0.0795
O 0.0002 0.0212 0.0415
O -0.0312 -0.0716 -0.0419
O 0.0275 0.0165 0.1023
O -0.0098 0.0306 0.0002
O -0.0986 0.0284 0.0401
O 0.0185 0.0117 -0.0033
O 0.0642 0.0009 -0.0236
O -0.0453 -0.0202 -0.072
O 0.0658 0.0338 0.1121
O -0.0816 0.0631 -0.0469
O 0.0215 0.1136 -0.1072
O -0.003 -0.0074 -0.0832
O -0.002 -0.1013 -0.1219
O -0.0245 -0.0295 0.0013
O 0.0628 -0.084 -0.0077
O 0.0812 -0.1058 -0.1405
O 0.0029 0.0391 -0.0333
O 0.0087 0.06 -0.0584
O -0.0217 -0.0356 0.0567
O -0.006 0.0212 -0.0246
O -0.0088 0.0329 -0.0117
O 0.0058 0.1102 0.1005
O -0.0236 0.0376 0.0781
O 0.0675 0.016 -0.0088
O -0.0016 -0.0268 -0.0093
O -0.0539 0.0754 0.171
O -0.0287 -0.0657 -0.0978
O -0.1207 0.0748 -0.144
O 0.0118 0.0056 -0.4037
O -0.024 0.008 -0.0642
O -0.0178 -0.0187 -0.0713
O 0.0578 -0.2611 -0.1139
O -0.0234 0.0267 0.1664
O 0.0682 0.0321 0.1216

The program warned: the cutoff lies below the one the program advises for these potential files; the exchange-correlation potential is rough where the density is thin.
